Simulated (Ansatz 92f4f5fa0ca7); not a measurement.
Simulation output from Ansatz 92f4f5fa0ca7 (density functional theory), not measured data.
Periodic cell of 122 atoms, Si78O44, from a study of silicon, its oxide and their interface. The atomic structure is a simulated model.

Settings: functional r2SCAN; potential files Ansatz norm-conserving; basis plane waves; wave-function cutoff 1300 eV; density cutoff ratio 4; exchange-correlation grid ratio 1; k mesh 2 x 2 x 1, shifted by 0.5 0.5 0.5 of a step; self-consistency stop 5e-08 eV per atom in the density residual; occupations Fermi-Dirac, 0.05 eV; spin none; net charge 0.

Cell vectors (angstrom)
a	10.88	0	0
b	0	10.88	0
c	0	0	17.839

Atoms and the computed forces on them: element, x, y, z (angstrom), force x, y, z (eV/angstrom)
Si	0.2043	-0.1747	0.3532	-0.0578	0.353	-0.8584
Si	3.2052	2.1419	-0.3665	-0.9766	1.151	-1.479
Si	0.1804	5.301	-0.3166	0.2087	-0.107	-1.4947
Si	2.3533	8.44	0.059	-1.5532	-0.0816	-0.0153
Si	5.3365	-0.0663	0.2285	1.8697	-0.2129	0.5866
Si	8.0782	2.3862	-0.0303	0.0802	0.3878	-0.0941
Si	5.2013	5.5991	-0.3402	-0.0739	0.8637	-0.9928
Si	7.8023	8.7896	-0.0867	-0.4311	0.5159	-0.8963
Si	1.6446	1.5858	1.2724	-1.6257	-1.5273	0.1938
Si	4.1004	4.0356	1.02	-0.3046	-0.4293	-0.4111
Si	1.3772	6.5557	1.2314	0.7015	0.7029	0.4905
Si	4.08	9.387	1.4295	-0.8883	0.185	-0.0655
Si	6.6856	1.3785	1.6221	-0.2114	-0.2002	-1.5423
Si	9.4146	4.0122	1.0829	-0.6647	1.3651	-0.7982
Si	6.7738	6.9645	1.1388	-0.5249	-0.3659	-2.3296
Si	9.222	9.6208	1.5463	1.7103	0.5285	-0.7555
Si	-0.0526	2.7764	2.4465	0.9591	-0.2843	1.0497
Si	2.7481	0.0223	2.8309	0.3408	0.5487	-1.133
Si	-0.0091	8.1258	2.5706	-0.6272	0.0486	-0.1984
Si	2.8203	5.3093	2.6123	-0.8476	-0.1121	-0.8486
Si	5.235	2.8058	2.6687	0.4609	0.0173	-0.1238
Si	8.1295	0.1949	2.957	0.1715	-0.9144	0.1535
Si	5.4567	8.0231	2.6221	-0.4893	0.3484	1.6257
Si	8.0735	5.5519	2.3953	0.8669	-0.7955	1.0249
Si	1.3312	4.0544	3.8865	0.2314	-0.0154	0.6646
Si	4.0945	1.4104	4.1647	-0.5163	-0.0962	0.1673
Si	1.2896	9.5518	3.9924	-0.0168	-0.5215	-0.0025
Si	4.0228	6.6547	4.0383	1.3013	0.0738	-0.1429
Si	6.6744	4.1548	3.8678	1.6797	-0.4908	-0.7126
Si	9.6827	1.4639	4.1973	-0.779	-0.2522	-1.2313
Si	6.7624	9.4895	4.0544	0.6061	-0.394	0.0522
Si	9.5376	6.8004	3.9304	-0.5853	-0.3522	0.5301
Si	-0.0464	-0.112	5.4883	0.8541	0.4971	-0.6015
Si	2.6685	2.8	5.5136	-0.4718	-0.9341	-1.0391
Si	0.0666	5.4305	5.3104	-0.1474	0.4922	-0.5842
Si	2.7032	8.1361	5.264	0.0863	0.5623	0.7161
Si	5.5323	0.0066	5.3857	-1.2203	-0.0643	0.685
Si	8.0885	2.7788	5.2855	0.0413	0.2816	-0.725
Si	5.4447	5.2229	5.3746	-1.2684	1.9937	0.6349
Si	8.1081	8.059	5.4688	-0.3559	0.1453	-0.8818
Si	1.2662	1.3681	6.7883	1.0167	-0.4216	0.3783
Si	4.0257	4.1089	6.8492	-0.0287	-0.0545	0.9569
Si	1.3977	6.8584	6.7244	-0.3985	-0.8446	0.5105
Si	4.0702	9.4771	6.7628	0.0314	0.3884	-0.009
Si	6.7751	1.4851	6.684	0.3672	-0.6003	0.5421
Si	9.4924	4.1001	6.5092	0.9462	-0.0234	-0.0965
Si	6.5688	6.7321	6.7611	0.5272	0.0426	-0.9212
Si	9.5726	9.3771	6.7575	-1.235	0.4187	-0.3858
Si	0.0776	2.9228	7.9844	-0.71	0.3437	-0.2249
Si	2.6872	0.0593	8.2441	-0.0876	-0.3317	0.1625
Si	-0.0592	8.1255	8.1396	1.4608	0.5694	-0.073
Si	2.6667	5.4364	8.3076	0.028	0.8908	0.3687
Si	5.4176	2.7973	8.2532	-0.0192	-0.2839	0.2058
Si	8.3939	0.1408	7.8717	-0.7639	0.4169	0.7577
Si	5.4052	8.0432	8.2313	-0.9037	0.4716	0.2866
Si	8.1221	5.3975	7.6897	0.9064	0.0618	2.3637
Si	0.9782	4.3105	9.6092	0.9729	-0.0211	0.6858
Si	4.5135	1.0145	9.6305	0.5582	-1.1674	-1.0869
Si	1.4259	9.3609	9.4875	-1.1366	0.4208	1.2117
Si	3.653	7.1598	9.7602	-0.8346	0.3997	-0.7661
Si	7.1619	3.9037	9.2949	0.7046	1.5073	0.0572
Si	9.3935	1.9274	9.2325	-0.0739	-2.5018	-0.4236
Si	6.7151	9.8106	9.06	1.0717	0.1342	-0.1767
Si	9.6972	6.542	9.2532	-2.745	-0.6707	0.3513
Si	3.5579	6.1838	14.9413	0.1216	0.0484	-0.5754
Si	10.8102	0.3723	11.5802	0.6608	0.9095	0.3634
Si	1.6666	2.8254	12.4537	-0.5215	-0.4283	0.241
Si	8.5205	5.1498	14.0166	-0.7527	0.0436	0.2928
Si	6.0501	-0.56	11.8053	-0.8717	-0.0764	0.7667
Si	7.7274	6.1039	11.3537	-0.8633	-0.7231	3.0717
Si	8.9577	8.0035	14.905	0.8756	0.2325	-0.9363
Si	8.4047	10.5568	13.5628	0.3487	-1.299	0.7763
Si	-0.9536	0.9272	15.9146	1.1352	-0.0489	0.982
Si	6.445	3.5527	15.3623	-1.1875	0.586	0.8352
Si	5.1419	-3.4455	12.4825	-0.9658	0.342	0.1033
Si	3.6181	2.9809	14.5599	1.5255	0.9422	1.8063
Si	0.9838	7.4446	15.3645	-2.5067	1.5853	2.2215
Si	11.054	3.6905	14.9736	0.6397	-2.1833	-0.7948
O	0.1684	-0.1174	-1.3747	-0.346	0.0536	1.475
O	1.256	-1.3572	0.7348	0.8899	-1.0693	-1.1087
O	4.1318	0.8311	-0.4752	1.776	-0.8346	-0.1357
O	2.7873	2.2287	-2.0568	0.6418	1.2279	0.9234
O	5.2251	2.647	-3.0379	-0.7754	0.2696	0.19
O	0.8277	4.2121	-1.482	0.2876	0.3289	1.2096
O	1.9615	8.4542	-1.5791	0.1085	-0.3135	0.468
O	0.0709	6.6413	-1.317	0.154	-0.6165	-0.08
O	6.6032	-0.9511	-0.5311	-0.3713	-0.2035	0.3051
O	9.3664	1.4551	-0.4557	-0.4869	-0.1865	-0.707
O	7.4019	2.7074	-1.5102	0.3242	-0.4129	0.9243
O	5.9445	4.856	-1.5914	0.5684	-0.9356	0.0418
O	-2.1131	5.3764	12.4482	-0.5982	0.5889	-0.7568
O	1.5692	3.4877	10.9829	-0.1951	1.576	-1.6949
O	4.9695	0.5505	11.1592	0.2635	-0.2874	0.2522
O	5.4858	-0.0383	8.7567	-0.2789	0.4683	0.957
O	4.1696	6.929	11.2671	0.5739	-0.467	0.4793
O	2.2894	8.1059	10.0939	1.3736	-0.0515	-0.5839
O	-2.6043	2.8499	9.8915	-1.5886	1.0363	-0.2198
O	11.9734	1.3418	12.2281	-1.0413	-0.9632	-0.0064
O	9.9506	1.2291	10.5541	0.5327	-0.008	0.1257
O	10.6779	5.4357	9.9383	0.9053	-0.7794	0.3458
O	7.1124	9.7843	10.6828	-1.1422	0.1456	-0.4792
O	-0.2743	8.0771	14.4814	-0.4415	-0.3611	0.8863
O	11.4827	10.0166	10.832	1.1266	-1.0364	-1.3207
O	8.584	7.0715	10.4558	1.8305	0.3691	-1.7747
O	1.9902	6.5993	14.5042	1.7536	-0.5264	0.1015
O	8.7409	8.4447	16.4266	-0.9649	0.5968	1.4916
O	9.756	-0.0806	12.6917	-0.9792	-0.3721	0.7039
O	6.6164	-3.9534	12.2734	2.0499	-1.3234	-1.31
O	3.1415	2.4918	13.1254	-0.9525	0.4969	-1.003
O	8.125	8.9488	13.8598	0.9687	0.6506	-0.0814
O	7.2147	4.1251	14.101	1.6625	1.09	-0.3623
O	4.0547	6.4446	16.5068	-0.1655	-0.2207	0.2149
O	5.2016	-1.8268	12.4739	0.4137	1.5003	-0.6522
O	8.8043	0.1865	15.08	-1.1872	0.3706	-1.3865
O	6.9847	0.1896	12.9202	0.6255	-0.044	0.1709
O	9.777	4.5572	14.8281	-2.4491	1.0589	-0.5045
O	8.2732	6.5537	14.8023	-0.0589	-0.7031	-0.5402
O	6.9399	15.8305	10.5587	-0.5819	-0.424	-0.4225
O	4.5832	6.8692	13.8852	-0.3648	0.3862	0.3347
O	-0.2614	2.1086	15.0898	0.236	0.8559	-0.0814
O	3.5192	4.6309	14.5864	0.0349	-2.018	0.3266
O	11.7001	-7.0595	13.4546	1.0481	-0.8996	0.8382

Results
free energy: -29609.447 eV
free energy less fixed offsets of O -463.61, Si -117.95 eV per atom: -10.507 eV
pressure: -1.38 GPa
stress xx, yy, zz, yz, xz, xy (GPa, positive in tension): 0.97, -0.2, 3.36, -0.03, 0.77, 0.35
